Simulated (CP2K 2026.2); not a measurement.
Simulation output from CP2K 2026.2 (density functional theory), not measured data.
Periodic cell of 1131 atoms, Si864O267, from a study of silicon, its oxide and their interface. The atomic structure is a simulated model.
Doubt: the forces sum to 5.63 eV/angstrom along one axis rather than to zero, so they err by at least 0.0050 eV/angstrom per atom on average; the grid cutoff is modest.

Settings: functional PBE; method Gaussian and plane waves; basis set DZVP-MOLOPT-SR-GTH; pseudopotentials GTH-PBE; grid cutoff 350 Ry, relative cutoff 50 Ry; k points Gamma only; occupations fixed; spin none; net charge 0.

Cell vectors (angstrom)
a 32.64 0 0
b 0 16.32 0
c -2.2742 -6.3312 38.656

Atoms and the computed forces on them: element, x, y, z (angstrom), force x, y, z (eV/angstrom)
Si 31.5604 14.7493 1.4221 -0.0351 -0.0283 -0.0155
Si 1.7026 1.3996 1.5499 -0.3005 -0.2089 0.5792
Si 30.9083 4.3358 1.431 0.1757 -0.1479 0.6657
Si 1.5126 6.4787 1.3816 -0.0169 0.1453 0.6599
Si 30.5207 9.9981 1.4644 0.0323 0.3252 0.5143
Si 0.3168 12.7535 0.7338 -0.5595 0.1649 0.5819
Si 3.3095 13.8372 0.5647 0.0797 0.3327 0.6447
Si 6.7104 0.7899 1.7994 0.2801 -0.1637 0.3624
Si 3.6604 4.2272 1.4453 0.2218 -0.0383 0.6528
Si 6.1475 7.2444 1.2661 0.0124 0.0925 -0.0533
Si 4.4834 9.0178 1.4539 0.2469 -0.1359 0.5442
Si 7.2265 11.6224 1.4289 -0.0308 -0.0814 0.0125
Si 8.6006 15.6337 1.4811 -0.0295 -0.0852 0.6071
Si 11.6063 1.6437 1.2707 -0.0227 0.0091 -0.01
Si 9.8301 3.4258 1.4041 0.3342 -0.2862 0.5501
Si 12.6829 6.3918 1.4389 0.1464 -0.3632 0.4419
Si 8.9591 9.8766 1.1726 -0.0232 0.0993 -0.0198
Si 12.3251 13.3 0.8148 0.2791 0.1121 0.564
Si 15.5877 14.3549 1.5338 0.1786 -0.0646 0.5854
Si 18.1252 0.569 1.2068 0.2432 -0.5102 0.4905
Si 14.4399 4.6754 1.2513 -0.2279 -0.0379 0.6011
Si 17.5111 7.0741 1.4246 0.0463 -0.3147 0.6523
Si 15.249 9.2858 1.4004 -0.1842 0.1436 0.6389
Si 17.3448 12.7245 1.6289 -0.1939 0.0471 0.5957
Si 20.0839 15.4102 1.3017 -0.0548 0.0368 -0.0789
Si 23.7272 0.8629 1.7016 0.0016 -0.0072 0.0005
Si 16.5033 -0.9286 37.8473 0.0061 0.1187 0.0053
Si 24.3436 -2.0065 37.6986 0.1157 -0.1376 0.5819
Si 20.409 9.3509 1.381 0.1716 0.0119 0.5623
Si 23.2383 12.0007 1.552 -0.0892 0.1792 0.6299
Si 25.3606 15.4181 1.6378 0.0019 0.0356 -0.0376
Si 28.2831 1.6513 1.6563 -0.2776 0.2586 0.3481
Si 26.6611 3.5043 1.3237 0.0033 -0.0639 0.0575
Si 28.7261 6.5957 1.5973 -0.1281 0.0647 0.6186
Si 25.0747 9.4642 1.1128 -0.0289 0.1471 0.1354
Si 28.8681 11.7488 1.5139 0.0464 0.0034 -0.0304
Si 0.2069 -0.061 2.7065 -0.0204 -0.0164 -0.0446
Si 2.6323 2.8586 3.0456 0.066 -0.0012 -0.0078
Si -0.0773 5.4238 2.7397 -0.0061 -0.0004 -0.0283
Si 2.6857 8.1055 2.6436 -0.0123 -0.031 -0.0891
Si 32.4699 11.0192 2.4077 -0.0285 -0.0007 -0.042
Si 3.5229 14.3391 2.8299 -0.0127 -0.0495 -0.0353
Si 5.1697 -0.2617 3.2071 -0.0569 -0.0269 -0.0118
Si 8.028 2.5686 2.7476 -0.0618 -0.007 -0.0275
Si 5.3094 5.4677 2.5797 -0.0002 0.0009 -0.0352
Si 7.9921 8.1649 2.5253 -0.0217 0.0188 0.053
Si 5.5014 10.739 2.7438 -0.0261 -0.0562 -0.0152
Si 8.0317 13.575 2.5843 0.0065 0.0552 0.0035
Si 10.5921 0.0535 2.6967 -0.0399 0.0599 -0.0626
Si 13.4882 2.7325 2.3902 0.0052 0.0067 -0.0385
Si 10.8846 5.2812 2.5662 -0.025 -0.0055 -0.0316
Si 13.6358 8.1393 2.6944 -0.005 0.0399 -0.0023
Si 10.6749 11.0492 2.3564 -0.0681 -0.319 0.4021
Si 13.6615 13.6757 2.6936 -0.0088 0.0395 -0.0537
Si 16.4408 -0.1032 2.6689 -0.0823 -0.0354 -0.012
Si 19.3132 2.9082 2.7434 0.2976 0.2834 0.3327
Si 16.2613 5.4553 2.6092 -0.0013 -0.0185 -0.0512
Si 20.4467 6.7464 4.1869 0.075 0.0017 0.0423
Si 16.3486 10.892 2.748 0.0101 -0.0053 0.0142
Si 19.1286 13.7174 2.7324 0.0256 -0.0378 -0.0342
Si 21.7756 -0.0032 2.7598 -0.0004 0.012 0.0535
Si 24.7706 2.7037 2.702 -0.0009 0.0325 -0.0382
Si 22.2452 5.7774 2.9886 0.1448 0.207 0.3978
Si 23.895 7.5815 3.048 -0.1118 -0.2116 0.597
Si 21.7137 10.7587 2.7857 -0.0534 -0.0258 -0.0337
Si 24.3978 13.6239 2.8305 -0.0013 -0.0598 -0.0397
Si 27.1273 0.0337 2.8747 0.01 -0.0118 -0.0255
Si 29.9125 2.7638 2.8813 -0.0028 0.0106 -0.0288
Si 27.2628 5.2679 2.8242 0.0048 -0.0036 -0.0854
Si 29.8435 8.2213 2.8515 0.0401 -0.0281 -0.0417
Si 27.2298 10.7833 2.9015 0.2274 0.4442 0.2862
Si 29.9203 13.565 2.6819 -0.0061 -0.0095 -0.0277
Si 31.3751 1.3124 4.037 0.0513 0.0455 0.0045
Si 1.1986 4.157 4.267 -0.0168 0.0351 0.0129
Si 31.3134 6.8854 4.1046 -0.013 -0.0176 0.0203
Si 1.3089 9.6366 3.8188 -0.0125 0.0782 -0.0094
Si 31.3017 12.2557 4.0623 -0.0633 -0.0431 -0.0027
Si 1.5784 15.0017 4.0981 0.0616 0.0277 0.0008
Si 4.0322 1.4485 4.3143 -0.0324 -0.053 0.0129
Si 6.749 4.1403 3.9473 0.0069 -0.0149 0.0209
Si 4.0021 6.7677 4.0808 0.0252 -0.0106 0.0122
Si 6.8042 9.4297 4.1442 0.0442 -0.0379 -0.0424
Si 4.207 12.3223 3.9658 -0.0244 0.056 -0.0387
Si 6.8097 14.811 4.2642 0.053 0.0104 -0.0585
Si 9.4214 1.3665 4.2125 0.0138 -0.0136 0.025
Si 12.2648 4.0296 4.0018 0.0495 -0.0314 -0.0055
Si 9.4669 6.7686 3.806 0.0029 -0.0047 -0.0147
Si 12.1465 9.625 3.7771 -0.0205 0.0803 -0.0046
Si 9.4941 12.324 3.9743 0.0148 -0.0732 -0.0327
Si 12.1718 15.0414 3.9411 -0.0051 -0.007 0.0242
Si 14.942 1.3781 3.7946 -0.016 0.0539 -0.024
Si 17.6879 4.1116 3.9709 0.0339 0.0381 0.0007
Si 15.0157 6.8316 4.0885 -0.0059 -0.0203 -0.0007
Si 17.7445 9.5448 4.1073 -0.0122 -0.0198 -0.0208
Si 14.8757 12.1763 4.0681 0.0233 -0.0016 -0.0428
Si 17.73 14.959 4.1688 0.0235 0.0135 -0.03
Si 20.477 1.4004 4.1311 0.0303 -0.0435 -0.0475
Si 23.3175 4.0269 4.1168 0.0171 0.0056 -0.0123
Si 19.0976 8.0782 2.8241 0.0028 -0.0175 -0.0326
Si 23.0187 9.4275 4.2443 0.0313 -0.0451 0.0078
Si 20.4076 12.2393 4.0726 0.0046 -0.0193 -0.0096
Si 23.0139 14.9144 4.196 -0.0234 -0.0312 -0.0356
Si 25.8936 1.3988 4.2931 0.0106 0.0549 -0.0164
Si 28.6242 4.0887 4.3095 -0.0373 0.0095 0.0019
Si 25.81 6.6562 4.1111 -0.0225 0.0606 -0.0387
Si 28.5327 9.4745 4.3111 -0.0561 0.0097 -0.0309
Si 25.8277 12.2465 4.1104 -0.0002 -0.048 -0.0201
Si 28.5561 14.9157 4.0475 -0.0138 0.0146 0.028
Si 29.9636 -0.0388 5.3887 -0.0079 0.0145 -0.0183
Si -0.0624 2.6825 5.5409 -0.0104 -0.0028 -0.0101
Si 29.9797 5.5245 5.5369 0.0126 -0.0274 -0.0163
Si 0.0562 8.2792 5.372 -0.0013 0.0129 -0.0063
Si 29.9663 10.904 5.4925 0.0416 0.0417 -0.0038
Si 0.1079 13.6 5.3754 0.0107 -0.0012 -0.0283
Si 2.6995 0.0581 5.6207 0.0211 -0.0343 -0.0099
Si 5.4812 2.822 5.4744 0.0194 -0.0224 0.0043
Si 2.6678 5.484 5.5153 -0.0003 0.0004 0.0045
Si 5.3961 8.1058 5.4475 -0.0005 -0.0206 -0.0073
Si 2.7103 10.9573 5.2459 0.0461 -0.0051 -0.0024
Si 5.4685 13.4777 5.5797 -0.031 0.0135 0.0465
Si 8.1394 -0.0467 5.5302 0.0313 0.0177 0.0632
Si 10.8801 2.7405 5.425 -0.0083 0.0425 0.0108
Si 8.1464 5.4729 5.3007 -0.0209 0.0277 0.0118
Si 10.8318 8.1822 5.1802 0.0046 0.0346 -0.0123
Si 8.1822 10.8894 5.3792 -0.0188 0.0148 -0.0271
Si 10.8854 13.6313 5.3556 0.0467 0.002 -0.0192
Si 13.575 0.0763 5.2745 0.0262 -0.0296 0.0134
Si 16.3004 2.7041 5.2657 0.0048 -0.033 0.0126
Si 13.6117 5.4289 5.3607 -0.0076 -0.0013 -0.0017
Si 16.3599 8.1804 5.4437 0.0238 0.0065 0.0183
Si 13.491 10.8289 5.3546 0.012 -0.0437 0.0214
Si 16.2848 13.5675 5.4037 -0.0242 0.0098 0.0211
Si 19.0806 0.0316 5.4759 -0.0342 0.0243 -0.0037
Si 21.8571 2.7272 5.4658 -0.0289 0.0164 0.0171
Si 19.0194 5.4037 5.446 0.0029 -0.0269 -0.002
Si 21.6773 8.139 5.6277 -0.0062 -0.0076 -0.0031
Si 19.0459 10.9169 5.4716 -0.0133 0.0039 0.0031
Si 21.7231 13.5418 5.5318 -0.0249 -0.0386 0.0317
Si 24.439 -0.0099 5.5029 -0.0075 0.0273 -0.0815
Si 27.2693 2.7129 5.6354 0.0247 0.0184 -0.0157
Si 24.5579 5.3544 5.5895 -0.0106 0.0148 0.0308
Si 27.1312 8.0684 5.5133 -0.0295 -0.018 0.0314
Si 24.4711 10.84 5.4611 -0.0047 0.0093 0.0077
Si 27.213 13.5865 5.4628 -0.0022 -0.007 -0.0041
Si 31.3382 14.9387 6.7536 -0.0001 0.0235 -0.0014
Si 1.3142 1.381 6.9274 -0.0209 0.0067 0.0221
Si 31.2651 4.0896 6.8796 0.011 0.0103 0.0041
Si 1.3491 6.899 6.8127 -0.0007 0.0202 0.0019
Si 31.3244 9.5401 6.8181 -0.0331 -0.0135 0.0065
Si 1.404 12.2302 6.7597 0.0083 -0.0213 -0.0005
Si 4.1009 14.9402 6.8508 0.0074 0.0194 -0.0205
Si 6.7878 1.3835 6.8185 -0.0198 -0.0363 -0.0081
Si 4.0628 4.1145 6.8339 0.0226 0.0129 0.0026
Si 6.7989 6.7722 6.7601 0.0087 -0.0181 0.0034
Si 4.0366 9.56 6.6998 -0.0107 0.024 -0.0107
Si 6.8509 12.1566 6.8665 0.0417 -0.0247 0.0017
Si 9.554 14.9345 6.8111 -0.0137 0.0104 -0.0108
Si 12.2532 1.3743 6.7458 0.0256 -0.0203 -0.008
Si 9.498 4.1269 6.7216 -0.0161 0.0051 -0.0213
Si 12.1998 6.83 6.6329 0.0013 0.0221 -0.0032
Si 9.5474 9.502 6.6882 -0.0168 -0.0172 -0.0115
Si 12.2091 12.2417 6.7286 0.0006 0.0025 -0.0015
Si 14.9168 14.9961 6.6845 -0.0205 0.0296 -0.0195
Si 17.6477 1.3902 6.735 -0.0066 0.005 0.0155
Si 14.9737 4.0592 6.7039 0.0204 0 0.0002
Si 17.6945 6.8015 6.8042 -0.0297 -0.0005 -0.0017
Si 14.9109 9.5135 6.7338 0.0027 0.01 0.01
Si 17.6417 12.2433 6.8019 -0.0178 -0.0097 0.0259
Si 20.3838 14.952 6.8474 -0.0136 -0.0233 -0.0008
Si 23.1322 1.3524 6.8817 -0.0277 -0.0061 -0.0098
Si 20.4187 4.064 6.7915 0.0193 0.0028 0.012
Si 23.1277 6.7563 6.8692 0.0214 0.0019 0.0164
Si 20.3478 9.5523 6.9005 -0.0125 0.0171 0.0111
Si 23.1243 12.1965 6.8474 0.003 -0.0035 -0.0172
Si 25.8442 14.9511 6.8215 0.028 -0.0363 -0.0059
Si 28.6457 1.2963 6.858 0.0069 0.0295 0.0181
Si 25.8945 4.0471 6.9729 0.0014 -0.0016 0.0394
Si 28.5541 6.8004 6.8868 -0.0079 -0.0034 -0.0129
Si 25.8148 9.4874 6.8433 -0.0025 0.004 -0.0021
Si 28.5776 12.2441 6.8289 -0.0147 0.0041 0.0217
Si -0.0308 -0.0247 8.2135 -0.0036 0.019 0.0075
Si 2.7214 2.7483 8.2084 0.0151 -0.0136 0.0062
Si 0.0139 5.481 8.1722 -0.0053 -0.0009 0.0037
Si 2.7264 8.2279 8.1547 0.003 0.0102 -0.0039
Si 0.0407 10.8981 8.1615 0.0031 0.0107 0.0139
Si 2.7251 13.5828 8.1748 -0.0031 -0.0086 -0.0027
Si 5.4421 0.0139 8.1809 -0.004 0.0045 0.025
Si 8.1745 2.7504 8.1272 0.0282 -0.0187 -0.0015
Si 5.448 5.4546 8.1702 -0.0019 0.0017 -0.001
Si 8.1692 8.1621 8.0824 -0.0223 0.0197 0.0055
Si 5.4208 10.8306 8.1495 -0.0141 -0.0005 -0.0012
Si 8.1893 13.5784 8.1697 0.0045 0.0079 0.003
Si 10.9089 0.0045 8.1293 0.0114 -0.0009 0.0022
Si 13.6127 2.7302 8.1004 -0.016 0.0034 0.0001
Si 10.8667 5.4872 8.0646 -0.0217 0.0076 0.0007
Si 13.5615 8.1363 8.0732 0.0121 0.0013 -0.0045
Si 10.8723 10.8645 8.0948 0.0086 0.0016 -0.0069
Si 13.5836 13.6168 8.0748 0.0033 -0.0172 0.0055
Si 16.2879 0.0089 8.0851 0.021 -0.0013 -0.0026
Si 19.0266 2.7113 8.1291 0.0242 -0.0126 0.002
Si 16.3124 5.4169 8.1087 0.0069 -0.0065 -0.0009
Si 19.0038 8.1577 8.2083 0.006 -0.0109 0.0093
Si 16.2716 10.8681 8.1233 -0.0031 -0.0114 0.0182
Si 19.0013 13.5986 8.1749 -0.0041 0.0221 0.0104
Si 21.7568 -0.0191 8.2027 -0.0055 0.009 0.004
Si 24.4947 2.6855 8.2581 -0.0251 0.0166 0.0034
Si 21.7484 5.4109 8.201 -0.005 0.0127 0.0048
Si 24.469 8.1445 8.2197 -0.0076 -0.011 0.0029
Si 21.757 10.8754 8.2252 0.0177 -0.0036 0.0029
Si 24.4918 13.5801 8.1817 -0.0271 -0.0005 -0.0049
Si 27.2252 -0.0288 8.1898 0.0022 -0.0037 -0.0033
Si 29.9299 2.7091 8.2332 0.0069 -0.0032 0.0071
Si 27.2384 5.4373 8.2777 0.0028 0.0122 0.0084
Si 29.9397 8.1869 8.1847 -0.0029 -0.0038 -0.0051
Si 27.2079 10.8647 8.1699 0.0094 -0.0134 -0.0001
Si 29.9577 13.6071 8.1558 0.0132 0.001 -0.0098
Si 31.2889 1.3687 20.4288 0.0145 0.0016 -0.0049
Si 1.3526 4.1137 20.4359 0 -0.0065 -0.0057
Si 31.2853 6.8319 20.474 0.004 -0.0034 0.0036
Si 1.35 9.5334 20.4558 -0.0042 0.005 0.0091
Si 31.2916 12.2294 20.477 -0.0084 0.0058 0.0047
Si 1.3542 -1.3664 20.4216 0.0048 -0.0014 -0.003
Si 4.0746 1.3589 20.4049 0.0044 -0.0008 0.0028
Si 6.7739 4.092 20.3664 -0.0106 0.0237 -0.008
Si 4.0714 6.8042 20.4074 0.0187 -0.0128 -0.0067
Si 6.7874 9.5274 20.3509 -0.0146 -0.0034 -0.0024
Si 4.0616 12.237 20.3921 -0.0022 -0.0021 -0.0033
Si 6.7973 -1.3625 20.3811 0.0142 -0.0111 0.007
Si 9.5229 1.3613 20.3472 -0.0016 0.0012 -0.0061
Si 12.2358 4.0409 20.3434 0.0035 -0.0159 -0.002
Si 9.4946 6.7798 20.3293 -0.0004 -0.0007 -0.0051
Si 12.2225 9.538 20.3212 -0.0198 0.0168 -0.0042
Si 9.523 12.2583 20.3554 0.0103 -0.0196 0.0066
Si 12.2523 -1.346 20.3626 -0.0029 0.0006 0.0031
Si 14.9617 1.3052 20.366 0.0167 -0.0106 -0.0062
Si 17.6674 4.0182 20.3719 -0.0086 0.0214 -0.0032
Si 14.9494 6.7726 20.3206 -0.0103 0.0125 -0.0118
Si 17.6651 9.5118 20.3503 0.0027 -0.0111 -0.0039
Si 14.9484 12.2512 20.3435 0.0053 0.002 -0.0009
Si 17.6834 -1.3712 20.3969 0.0167 -0.013 0.0099
Si 20.421 1.3417 20.3914 0.0038 0.0073 -0.0015
Si 23.1256 4.0693 20.4374 -0.0197 0.0039 0.0107
Si 20.3918 6.7436 20.3541 -0.0197 0.0026 -0.005
Si 23.1211 9.5002 20.3855 0.0061 -0.0059 -0.0044
Si 20.3734 12.2278 20.3725 0.0013 -0.0032 -0.0134
Si 23.1267 -1.3517 20.4104 0.0004 0.0073 -0.0051
Si 25.8516 1.3963 20.4283 -0.0094 0.0123 -0.0042
Si 28.5612 4.1314 20.4278 0.0018 0.0168 -0.0093
Si 25.8446 6.7876 20.4629 0.0419 -0.0052 0.016
Si 28.5756 9.539 20.4771 -0.0054 -0.0081 0.0025
Si 25.8762 12.2589 20.4364 -0.0085 0.0047 -0.0043
Si 28.5953 -1.3388 20.4309 -0.0075 0.0077 -0.0127
Si 29.9531 0.0078 21.8115 -0.0161 -0.0047 0.0013
Si -0.018 2.7547 21.7841 -0.0049 0.0037 0.0039
Si 29.8905 5.495 21.8254 -0.016 0.0015 -0.0054
Si 0.0045 8.1867 21.8582 -0.006 -0.0038 0.0045
Si 29.9385 10.8798 21.877 0.0075 -0.0161 0.0009
Si 0.031 -2.7324 21.8237 0.0217 0.0153 -0.0043
Si 2.7056 0.0037 21.7671 -0.0134 -0.0221 -0.0005
Si 5.4242 2.7449 21.7439 0.0061 0.001 0.0065
Si 2.708 5.4784 21.8038 -0.0027 0.0223 0.0105
Si 5.4491 8.1717 21.7321 0.007 0.0192 -0.0174
Si 2.7205 10.8976 21.8007 0.0181 0.0159 -0.0151
Si 5.423 -2.7247 21.7324 -0.0082 -0.0037 -0.0053
Si 8.1716 0.013 21.7096 -0.0027 -0.0032 0.0036
Si 10.8874 2.6887 21.7241 0.006 0.0124 0.0004
Si 8.1375 5.4422 21.7182 0.0038 0.0133 0.0072
Si 10.8497 8.1659 21.6385 -0.0088 -0.0175 -0.0134
Si 8.1418 10.8992 21.687 -0.0122 0.0079 -0.0206
Si 10.8912 -2.6955 21.7087 -0.0127 -0.0009 -0.0107
Si 13.611 -0.0216 21.7672 0.0284 -0.003 -0.0003
Si 16.3303 2.6248 21.7346 0.008 -0.0142 -0.0067
Si 13.6136 5.3931 21.6714 0.0155 0.01 0.017
Si 16.3025 8.1275 21.671 0.0088 -0.0035 0.003
Si 13.5672 10.9099 21.682 -0.0033 -0.019 -0.0062
Si 16.2898 -2.7228 21.7364 -0.0179 -0.0177 0.0045
Si 19.0692 -0.0128 21.7516 0.0227 0.0275 0.0033
Si 21.7855 2.6675 21.7883 0.0071 0.0007 -0.0108
Si 19.0555 5.3524 21.7124 0.0135 -0.0189 0.0021
Si 21.7328 8.1174 21.6965 0.0299 0.0014 -0.0122
Si 18.9903 10.8859 21.7298 -0.0047 0.0045 -0.0116
Si 21.7322 -2.7297 21.7186 0.0199 -0.0327 0.002
Si 24.4905 0.0244 21.7691 0.0015 -0.0087 -0.0014
Si 27.208 2.783 21.7847 -0.001 -0.0076 0.0001
Si 24.4742 5.4228 21.8311 -0.0239 -0.0176 0.0055
Si 27.2111 8.1639 21.8237 -0.0143 0.0038 -0.0094
Si 24.4975 10.8615 21.7327 -0.0046 0.0291 -0.008
Si 27.255 -2.689 21.8015 -0.0074 -0.0128 -0.0048
Si -1.3166 -1.3629 23.1796 -0.0125 -0.0376 0.0133
Si 1.356 1.3915 23.1162 0.0259 0.0105 -0.011
Si 31.254 4.1233 23.1448 -0.0004 -0.023 -0.0161
Si 1.3959 6.856 23.2237 0.0169 -0.0002 0.0307
Si -1.3557 9.5073 23.2802 -0.011 0.0106 -0.0088
Si 1.3816 12.2304 23.2215 0.0178 0.0069 0.0224
Si 4.0589 -1.3844 23.1044 -0.0086 -0.0354 0.0079
Si 6.8098 1.3747 23.0547 0.015 -0.0049 0.0022
Si 4.0652 4.0938 23.1295 -0.0073 -0.012 0.0251
Si 6.8244 6.8447 23.0935 0.0073 -0.0163 -0.0008
Si 4.1043 9.5184 23.1086 -0.0126 -0.0018 -0.0006
Si 6.7866 12.2331 23.075 0.0083 -0.0238 -0.0125
Si 9.5385 -1.3369 23.0689 0.0365 0.0057 -0.0067
Si 12.2361 1.3314 23.1187 -0.0201 0.0234 0.0029
Si 9.4922 4.0469 23.0401 0.009 -0.0149 -0.0198
Si 12.2176 6.7869 22.9372 -0.0091 0.0304 -0.0084
Si 9.5073 9.5318 23.0005 -0.0056 0.0142 -0.021
Si 12.2554 12.2934 23.0805 0.0097 -0.0045 0.0107
Si 14.9684 -1.3793 23.157 -0.0317 0.018 0.0161
Si 17.7064 1.2964 23.1467 -0.0006 0.0141 0.0044
Si 14.9332 3.977 23.0344 -0.0005 -0.0044 -0.0024
Si 17.6487 6.7088 22.9896 -0.0261 0.0386 -0.0376
Si 14.9305 9.5205 22.9783 0.0072 0.0196 -0.0159
Si 17.63 12.2523 23.111 0.027 -0.0136 0.0067
Si 20.4253 -1.3672 23.1186 0.0029 -0.0497 0.0224
Si 23.1526 1.3387 23.1978 -0.0332 0.0312 -0.0051
Si 20.3761 3.9743 23.1289 -0.0447 0.0195 0.0075
Si 23.0586 6.8053 23.1232 0.0107 0.0173 0.0319
Si 20.3453 9.4642 23.01 0.0007 0.0158 -0.0155
Si 23.1083 12.2236 23.0274 -0.0023 -0.0325 -0.0371
Si 25.8993 -1.2826 23.1076 -0.0458 0.0286 -0.0004
Si 28.6064 1.4456 23.1081 0.0471 0.0247 -0.0268
Si 25.847 4.0726 23.2242 0.0113 -0.0069 0.0377
Si 28.5609 6.8536 23.252 0.0322 -0.0215 0.0135
Si 25.8263 9.525 23.1441 0.0203 -0.0093 -0.0012
Si 28.594 12.2859 23.215 0.0089 0.0339 0.0511
Si 0.0323 0.0423 24.4991 0.0232 0.0119 0.0245
Si 2.693 2.732 24.5048 0.0189 0.0402 0.0106
Si -0.0321 5.4696 24.496 0.0133 0.0164 -0.0363
Si 2.8074 8.2325 24.5815 -0.0083 0.0039 -0.0397
Si 0.0568 10.8467 24.6249 -0.002 -0.0145 -0.0042
Si 2.7734 -2.7319 24.5715 -0.0277 0.031 0.003
Si 5.4218 0.0275 24.3696 -0.0153 0.0056 -0.0222
Si 8.2067 2.6558 24.443 0.0091 0.0088 0.0184
Si 5.4706 5.4647 24.4224 -0.0077 0.0218 0.003
Si 8.2011 8.2275 24.441 0.0084 0.0287 -0.0187
Si 5.4785 10.8386 24.46 -0.0002 -0.0069 -0.0154
Si 8.1315 -2.6728 24.3659 -0.0091 0.0008 0.0016
Si 10.9117 -0.0471 24.499 0.0133 0.0076 -0.0073
Si 13.5591 2.7148 24.4841 0.0158 -0.0127 0.0181
Si 10.8545 5.4659 24.2921 -0.0308 0.004 -0.0234
Si 13.5732 8.1318 24.2656 -0.0236 0.0251 0.0159
Si 10.8442 10.9103 24.3241 -0.0121 -0.0646 -0.0458
Si 13.5965 -2.7134 24.5444 0.008 0.0023 0.0103
Si 16.3621 -0.0511 24.5339 0.0696 -0.0204 0.0062
Si 19.0704 2.5937 24.573 0.0236 0.0126 -0.0188
Si 16.3735 5.2653 24.3289 0.0232 -0.0332 0.0028
Si 18.9578 8.0901 24.3254 0.0325 0.0098 0.0633
Si 16.2109 10.8723 24.4048 -0.0484 -0.0548 0.0253
Si 18.9698 -2.6473 24.4531 -0.0371 -0.003 0.031
Si 21.8266 -0.0874 24.5401 0.0268 0.0469 0.0417
Si 24.5496 2.636 24.6169 -0.0047 -0.0378 0.0258
Si 21.7193 5.367 24.4387 -0.0177 -0.0243 -0.0288
Si 24.3671 8.2351 24.4777 -0.0161 0.0157 -0.0163
Si 21.704 10.8415 24.3177 0.0198 -0.0371 0.0121
Si 24.495 -2.7093 24.3141 0.0375 -0.0323 -0.0252
Si 27.2689 0.1242 24.4636 -0.0207 -0.0143 0.0451
Si 29.9108 2.7875 24.5429 -0.0074 0.0028 0.0069
Si 27.1298 5.5329 24.5846 -0.0292 -0.0032 0.0024
Si 29.9198 8.1749 24.7116 0.0059 -0.0002 -0.011
Si 27.1791 10.9058 24.5035 -0.0089 0.0321 -0.0357
Si 30.0302 -2.726 24.6115 -0.0546 -0.0189 0.0092
Si -1.3134 1.4207 25.8695 0.013 -0.0143 -0.0154
Si 1.2863 4.0963 25.8511 0.0139 -0.0285 -0.0002
Si -1.2987 6.7395 26.0253 -0.0089 0.0119 0.0174
Si 1.4574 9.5491 26.0418 0.0133 -0.0261 0.0449
Si -1.2218 -4.0995 26.04 0.0006 0.0077 -0.0026
Si 1.4351 -1.2598 25.8759 -0.0163 0.0314 0.0085
Si 4.1197 1.3611 25.7786 -0.0313 -0.0228 -0.0306
Si 6.8721 4.0961 25.709 0.021 0.0745 -0.0064
Si 4.1724 6.805 25.8768 0.0634 -0.0001 0.036
Si 6.8471 9.5503 25.8771 -0.037 -0.0482 0.0049
Si 4.1749 -4.1691 25.8812 -0.075 -0.013 0.0159
Si 6.7749 -1.3001 25.7062 -0.0218 0.0249 0.0577
Si 9.5455 1.2841 25.8558 -0.0085 -0.0194 -0.0004
Si 12.0981 4.1456 25.7257 0.0007 0.0243 -0.0469
Si 9.6225 6.847 25.7058 -0.027 -0.0681 0.0007
Si 12.2476 9.5521 25.5943 0.0342 0.0837 0.0195
Si 9.4763 -4.0507 25.6675 0.0387 -0.0326 0.0113
Si 12.25 -1.3593 25.9607 -0.0111 0.0274 -0.0026
Si 14.9826 1.3464 25.8057 -0.0018 -0.0106 0.0088
Si 17.6564 3.9739 25.8745 0.0749 -0.0163 -0.0095
Si 14.9045 6.6238 25.4669 0.0176 0.0672 -0.0302
Si 17.5407 9.4129 25.6466 0.023 -0.0095 -0.0488
Si 14.9375 -4.1091 25.899 0.0721 -0.0636 0.0389
Si 17.6759 -1.3926 26.0255 -0.068 0.0202 0.1024
Si 20.4114 1.1513 25.9486 -0.0054 -0.0085 0.0279
Si 23.1121 4.0623 25.826 -0.0372 0.016 0.0036
Si 20.25 6.6973 25.6943 -0.0429 0.0176 -0.006
Si 22.9965 9.6007 25.8415 0.0688 0.0014 0.0048
Si 20.3537 -4.0911 25.6071 0.0277 0.0229 0.0054
Si 23.2796 -1.4456 25.8532 -0.0118 0.0046 0.0172
Si 25.9649 1.2911 26.0824 -0.0429 0.0306 0.0308
Si 28.4895 4.135 25.9061 -0.0261 0.0087 -0.0001
Si 25.6692 6.9159 25.8851 0.0659 -0.0228 -0.0114
Si 28.5264 9.6657 25.971 0.0183 -0.004 0.0397
Si 25.7687 -4.0249 25.7513 -0.049 -0.0508 0.002
Si 28.6438 -1.2158 25.7781 0.0425 -0.0238 -0.1111
Si 29.9187 0.1678 27.2535 -0.0184 -0.0062 0.0362
Si 0.0031 2.7315 27.3326 0.0414 0.0316 0.0284
Si 29.9834 5.2575 27.3129 0 -0.0058 0.0549
Si 0.4206 7.8056 27.3102 -0.1237 0.1339 -0.7567
Si 29.85 11.0466 27.4182 -0.2192 0.2956 -0.4047
Si 0.1548 -2.6001 27.3106 -0.0313 0.0018 0.0241
Si 2.8498 0.0543 27.2703 0.0131 -0.016 -0.0289
Si 5.4433 2.8216 27.0138 -0.0519 0.0386 -0.0027
Si 2.6054 5.5659 27.1056 0.3921 -0.4194 -0.1186
Si 5.8668 7.8429 27.1925 -0.3293 0.2618 -0.6924
Si 2.7321 11.0508 27.4349 -0.2026 0.3724 -0.3312
Si 5.5415 -2.7127 27.0931 -0.0385 0.0154 0.0369
Si 8.114 -0.0729 27.1759 -0.0145 0.0371 0.0139
Si 10.827 2.7732 27.1586 0.012 0.0289 0.0169
Si 8.1125 5.6313 26.99 0.2195 -0.2587 -0.7256
Si 10.9764 8.2371 27.0212 0.008 0.0385 0.1057
Si 8.152 11.0275 27.1628 -0.0245 -0.0092 0.0666
Si 10.7992 -2.8122 27.1491 0.0435 -0.0161 0.0695
Si 13.6269 0.1014 27.2536 0.0416 -0.0412 0.0596
Si 16.2361 2.7102 27.2686 0.0235 0.0067 0.0059
Si 13.547 5.4899 26.97 -0.0152 -0.0186 0.0383
Si 16.1461 7.9351 26.8576 0.0269 -0.0268 0.0597
Si 13.4844 10.8222 27.1346 -0.1273 -0.0062 0.0317
Si 16.3796 -2.9075 27.365 0.4137 -0.1588 -0.5379
Si 19.0334 -0.0797 27.5267 0.0432 -0.0121 0.0645
Si 21.9599 2.4655 27.1087 0.0641 0.0627 -0.6437
Si 18.9466 5.4116 27.1994 0.0462 -0.0773 0.1017
Si 21.5745 8.085 26.9693 0.0415 0.0188 -0.0598
Si 18.9158 10.8682 26.8255 -0.0262 0.075 -0.0256
Si 22.0154 -3.1033 26.9221 0.2021 -0.1312 -0.4311
Si 25.2267 -0.7766 27.154 0.0098 -0.0567 -0.057
Si 27.2031 2.8795 27.444 -0.0291 0.0157 0.0319
Si 24.3368 5.4942 27.244 0.0085 0.0474 0.0882
Si 26.9274 8.4308 27.1895 -0.1319 0.1673 -0.6807
Si 23.8215 11.5689 26.9611 -0.168 -0.0569 -0.5871
Si 27.0194 -2.4148 26.9333 0.015 -0.0555 0.0688
Si -1.4758 -1.3912 28.4956 0.1733 0.164 -0.637
Si 1.7157 1.6792 28.5591 -0.0888 -0.1621 -0.6753
Si 30.7981 3.5106 28.6435 -0.0498 -0.2911 -0.5196
Si -1.0882 3.8088 31.6694 -0.0964 0.142 -0.0301
Si -1.5438 8.8511 29.4274 -0.0205 0.1486 -0.0563
Si 2.0589 -3.2917 28.5962 0.1073 0.1495 -0.6496
Si 3.9714 -1.6521 28.4627 -0.2324 -0.1419 -0.4512
Si 6.9244 1.6198 28.3596 0.0008 -0.1823 -0.6473
Si 3.867 3.9641 28.3572 -0.0746 0.2417 -0.6625
Si 5.3054 8.3489 30.3174 -0.3936 0.4688 -0.0613
Si 3.9475 10.2095 30.1854 0.272 -0.5689 -0.0059
Si 7.2377 -3.5292 28.5261 -0.0006 -0.0088 0.0482
Si 9.0298 -1.9218 28.4018 -0.0196 0.009 0.0153
Si 12.7236 1.991 28.2658 0.0964 0.1922 -0.6492
Si 9.374 3.6167 28.8372 0.57 -0.1239 0.2083
Si 12.753 7.3014 28.2738 0.2718 0.3033 -0.5841
Si 9.9117 9.9433 28.2175 0.2787 0.2146 -0.5591
Si 11.5948 11.6682 28.3725 0.061 -0.2335 -0.6199
Si 14.9233 -0.7685 29.0421 -0.3267 0.2986 -0.4937
Si 17.3531 1.2614 28.7761 0.2923 -0.0328 -0.7069
Si 14.3905 3.7725 28.3227 -0.0855 -0.1873 -0.5288
Si 17.4331 6.6943 28.4062 0.2274 0.3397 -0.4153
Si 14.5637 9.0202 28.155 -0.1023 -0.0048 0.0203
Si 17.6982 -4.4376 28.5315 -0.0351 -0.063 0.1048
Si 20.3963 -1.4138 29.0441 -0.3536 0.2511 -0.5232
Si 21.5247 0.7934 30.9184 0.1043 -0.0285 -0.1034
Si 20.3829 4.4713 28.815 -0.3884 0.3589 -0.4543
Si 22.6487 6.6511 28.4334 0.1461 0.0454 -0.6157
Si 20.1326 9.4571 28.1086 -0.3807 -0.3774 -0.0596
Si 23.8303 -4.8565 30.1009 -0.5153 0.3345 0.4449
Si 25.2638 -0.8973 29.5067 -0.2166 -0.5727 -0.3087
Si 28.9866 1.8627 28.6528 0.0959 0.1753 -0.5534
Si 25.6557 4.272 28.7573 0.3351 0.3897 -0.2136
Si 28.9333 6.6016 28.8811 0.4285 -0.5332 -0.348
Si 25.8563 9.2569 29.8899 -0.0585 -0.0233 -0.0416
Si 28.6985 -3.3951 28.3783 -0.2484 -0.1004 -0.6892
Si -1.8994 -3.5599 35.0015 -0.0762 -0.1257 -0.0135
Si 5.9853 -0.2547 30.4996 -0.1121 -0.0926 -0.2398
Si -1.7471 1.0239 37.1842 -0.0822 0.043 0.1107
Si 27.459 3.9305 34.5115 0.0413 -0.1009 -0.0248
Si 1.7569 4.7506 32.1013 0.0508 -0.011 -0.0497
Si 1.9492 -2.6883 31.5002 -0.0683 -0.0147 0.0228
Si 9.848 -1.2357 33.432 0.0081 -0.0451 -0.0465
Si 5.7833 1.1928 33.1328 0.0765 -0.0192 -0.0467
Si 8.0926 3.3304 33.2521 -0.0815 -0.0375 -0.0745
Si 10.1657 1.5619 34.5732 -0.0314 -0.0807 0.0674
Si 11.5599 6.5427 31.1525 0.0144 0.0407 -0.086
Si 6.3055 4.3314 35.3491 -0.0618 -0.0285 -0.0405
Si 9.1473 -0.9722 30.5018 0 -0.3408 -0.542
Si 19.5011 2.1421 37.3655 -0.0244 -0.0704 -0.0644
Si 16.9647 5.2011 35.3745 -0.0829 0.0561 -0.0758
Si 15.1778 3.998 33.2847 -0.0637 0.0811 -0.1072
Si 14.833 10.6984 31.8909 0.098 -0.006 -0.0231
Si 6.8927 9.6153 36.9842 -0.0186 0.1017 0.08
Si 20.7456 3.9302 1.1765 -0.1328 -0.0977 0.6286
Si 19.0937 2.6964 30.957 0.0136 0.1324 -0.1564
Si 9.996 9.0073 31.1147 -0.0119 0.1839 -0.119
Si 23.3303 7.2621 33.7519 0.0186 0.0708 -0.0934
Si 17.4797 -4.8741 32.9202 0.0536 0.1321 -0.104
Si 21.2135 4.223 35.9418 0.0303 0.0303 0.0449
Si 30.3536 4.4904 34.248 -0.0324 0.0566 -0.0247
Si 30.1931 -0.6755 34.9225 0.0398 0.0651 -0.0159
Si 18.342 8.5625 29.3944 -0.2926 0.2388 -0.6808
Si 20.6537 6.7787 32.8224 0.0881 0.1126 0.0818
Si 23.4555 8.0973 38.236 -0.0586 0.2798 0.5061
Si 24.2089 9.4481 35.6879 0.0769 -0.0731 0.0124
Si 29.9897 -3.9653 38.0598 -0.0672 -0.0651 0.139
Si 25.0556 -2.999 30.8782 -0.0524 -0.0224 -0.1544
Si 27.4491 0.5587 31.0388 0.042 0.1117 -0.0296
Si 26.879 8.8935 34.2021 -0.0354 -0.0585 0.0457
Si 23.7416 1.8243 29.444 0.1049 0.0138 -0.0961
Si 28.1626 2.459 37.1244 -0.0456 0.0038 0.0441
Si -0.7696 1.2007 33.1002 0.0326 0.0214 -0.0322
Si 25.7518 1.6697 33.277 0.0083 -0.0851 -0.0938
Si 28.0902 9.9181 38.6435 0.2832 -0.3736 0.3929
Si 1.3045 7.3559 33.6753 0.5809 0.1834 0.2572
Si 27.7055 7.5201 36.7183 0.6477 -0.3518 0.2497
Si 4.3124 1.6236 0.0678 -0.0212 -0.0246 0.124
Si 7.3545 9.7596 32.0942 -0.0528 0.0135 0.0176
Si 21.7177 -2.5055 36.5973 -0.0142 -0.0155 0.1158
Si 4.3398 0.9001 37.5562 -0.358 -0.1346 0.6781
Si 2.4864 3.3979 37.1682 -0.0705 -0.0288 0.2564
Si 0.415 -4.3511 33.321 0.0018 0.028 0.0221
Si 0.0614 2.6916 35.4451 -0.0307 0.0613 0.0443
Si 10.1186 3.7917 31.086 -0.1449 0.0201 -0.6807
Si 18.962 -3.6842 30.5364 -0.2891 -0.3265 -0.4865
Si 11.4015 1.1034 30.969 0.1104 -0.0394 -0.1306
Si 13.6854 -2.2406 37.2054 -0.0601 0.0284 0.0475
Si 28.6908 -5.078 33.1069 0.1055 0.0728 0.0627
Si 9.0168 0.9168 37.4408 -0.4026 0.4443 0.1301
Si 4.2214 3.7098 33.3169 0.0058 0.1312 -0.0773
Si 13.0935 2.6164 34.6402 0.1095 0.1022 -0.0703
Si 15.4832 1.2147 33.6699 -0.0993 0.0126 0.0815
Si 16.8345 10.4993 35.4859 0.2032 -0.0453 0.0015
Si 15.459 5.5299 30.5946 0.0374 -0.0642 -0.1421
Si 16.2421 7.7632 34.1432 0.0675 0.0787 0.0284
Si 24.9948 -2.355 33.1385 -0.0964 -0.0722 -0.5718
Si 13.7319 -0.6321 31.9528 -0.0633 -0.0177 -0.1505
Si 16.4007 10.0343 29.2631 0.4182 -0.384 -0.4369
Si 20.391 -4.6279 38.5289 0.3221 -0.1432 0.4744
Si 12.2394 6.9844 37.5064 0.0726 0.0519 0.2482
Si -1.4966 9.902 32.2874 0.0035 -0.1549 0.1698
Si 23.8757 -3.8744 35.4097 0.068 -0.0242 0.0957
Si 26.483 6.0718 30.3076 -0.3041 -0.2198 -0.4465
Si 23.0727 0.1966 33.5554 0.0179 0.0567 0.0932
Si 5.2342 -0.8268 35.3223 -0.1061 -0.0111 -0.0772
Si 11.299 -4.7552 34.1986 0.013 -0.0268 -0.1349
Si 0.4945 -0.2035 30.6991 -0.0095 0.0299 -0.2168
Si 3.2196 8.1288 34.7053 -0.4528 -0.3384 -0.15
Si 23.944 3.2245 36.9822 0.0026 0.0956 -0.0695
Si 25.6836 0.8192 37.4339 -0.1738 0.0032 0.0941
Si 5.5121 7.0786 36.2655 -0.1129 0.0718 0.0186
Si 4.7425 -2.9916 33.0504 0.167 -0.0363 -0.0424
Si 1.3911 9.5436 36.7818 -0.0397 -0.1163 0.0384
Si 12.7272 -2.2719 34.3017 0.0655 -0.0171 -0.0218
Si 2.3436 9.8905 32.7701 -0.013 -0.1185 0.0592
Si 27.4597 -0.6331 33.7024 0.0188 0.0655 -0.1532
Si 29.8217 6.6712 36.5132 -0.5135 0.1358 0.2638
Si 3.678 5.9552 38.2886 0.2503 -0.2367 0.4172
Si 9.6249 9.938 38.2075 -0.0713 0.2177 0.4385
Si 11.9092 -5.0506 31.3589 -0.0317 0.0262 -0.1667
Si 4.3338 5.378 30.8718 0.0586 -0.0413 -0.0067
Si 14.4711 -5.1946 37.0767 0.0789 0.0297 0.1341
Si 13.3238 4.1181 37.3654 -0.0184 0.0571 0.1291
Si -0.8834 8.5385 35.0927 -0.0724 -0.0594 0.0137
Si 7.489 -1.8916 37.2153 -0.066 -0.0217 0.0209
Si 8.6718 -3.3779 35.0937 0.0228 -0.0009 -0.0209
Si 7.1014 2.3503 37.7044 0.5573 0.1119 0.5238
Si 17.9073 0.593 35.5297 0.059 0.1194 0.0848
Si 11.9861 9.5066 36.1824 -0.082 0.0293 0.0437
Si 6.2555 -4.0302 30.6857 0.2345 0.2444 -0.4628
Si 6.237 -5.2015 34.476 -0.085 0.0231 0.0897
Si 18.5057 8.5325 32.3748 0.0751 0.0473 0.1102
Si 21.5702 10.9201 30.3305 0.4821 0.2597 0.0364
Si 18.7115 9.2032 37.709 -0.2161 -0.2171 0.6251
Si 26.0262 6.2573 33.2651 0.0372 0.0878 0.0229
Si 14.1171 7.6123 32.2582 0.0163 0.0225 -0.0588
Si 16.1491 4.6603 38.1625 -0.0587 0.1107 0.0963
Si 22.4587 8.0744 31.0751 0.0812 0.0879 -0.0724
Si 19.3503 4.1926 33.5788 0.1515 -0.0529 0.0047
Si 20.6725 6.9235 37.4187 0.0828 -0.0684 0.0336
Si 20.6829 0.0158 35.6533 0.1277 0.121 -0.1156
Si 25.5134 5.7545 38.0861 0.3209 -0.0705 0.5181
Si 27.0126 -4.3838 30.8563 -0.6878 0.3299 0.0432
Si 31.2854 1.3528 9.5811 -0.0046 -0.0053 0.0151
Si 1.3669 4.1216 9.5466 0.0178 0.0176 -0.0008
Si 31.2827 6.8107 9.5456 -0.0132 -0.0149 -0.0087
Si 1.3724 9.5456 9.5453 0.004 0.0037 0.0001
Si 31.3046 12.2472 9.5246 0.0091 -0.004 0.0051
Si 1.3591 -1.3799 9.5398 -0.0097 -0.007 0.0074
Si 4.0753 1.3626 9.5415 -0.0085 -0.0189 0.0146
Si 6.805 4.081 9.5116 -0.0309 -0.0105 -0.0064
Si 4.085 6.837 9.5053 0.0131 0.0074 -0.0028
Si 6.7996 9.485 9.4891 -0.007 -0.0193 0.0069
Si 4.0916 12.2227 9.5189 0.0025 0.0075 -0.0068
Si 6.8192 -1.3597 9.5075 0.0066 0.0226 0.0035
Si 9.5352 1.3757 9.4751 0.009 0.0016 -0.0012
Si 12.2293 4.1048 9.4327 0.0189 0.0076 -0.0046
Si 9.5164 6.8129 9.4663 0.0175 0.0102 -0.0023
Si 12.235 9.5109 9.4583 -0.002 0.0072 0.003
Si 9.5352 12.2092 9.5046 -0.0183 -0.016 0.0063
Si 12.2477 -1.3663 9.4847 0.0022 0.0055 -0.0038
Si 14.9531 1.3646 9.4736 0.0015 -0.0018 -0.0008
Si 17.6782 4.08 9.4919 0.0147 0.0218 -0.006
Si 14.9318 6.7841 9.4507 -0.0157 -0.0173 -0.003
Si 17.6254 9.521 9.5211 -0.0117 -0.007 -0.003
Si 14.9334 12.2569 9.4658 0.014 0.0109 0.0025
Si 17.6399 -1.3404 9.492 -0.0126 -0.0124 0.0042
Si 20.3783 1.3545 9.5195 -0.0224 -0.0091 0.0011
Si 23.115 4.0638 9.5702 -0.0087 -0.0003 0.0032
Si 20.394 6.7967 9.5414 0.0163 0.0147 0.0045
Si 23.1143 9.508 9.5722 -0.0168 -0.0083 0.0095
Si 20.3802 12.25 9.5412 -0.0053 -0.0122 -0.0084
Si 23.1291 -1.3805 9.5459 0.0186 0.0118 -0.0091
Si 25.872 1.3245 9.5762 0.0072 0.0044 0.0033
Si 28.5806 4.0591 9.6064 -0.022 -0.0206 0.0039
Si 25.8478 6.8073 9.5828 0.0055 0.0043 0.0032
Si 28.5745 9.5322 9.5467 0.0027 0.0144 0.0067
Si 25.8535 12.2247 9.54 0.0033 0.0053 -0.0038
Si 28.5892 -1.377 9.5426 0.0064 0.0147 0.0042
Si 29.9182 -0.0052 10.9248 -0.0141 0.029 0.0036
Si 0.0159 2.7355 10.9042 -0.0044 -0.0063 -0.0031
Si 29.9423 5.4454 10.9253 0.0073 -0.0079 -0.001
Si 0.0065 8.1743 10.8946 0.0063 0.0049 -0.0049
Si 29.937 10.8939 10.8952 -0.0055 0.0015 -0.0031
Si 0.0042 13.5973 10.9108 -0.0054 0.0029 -0.0097
Si 2.7142 -0.0031 10.8909 0.006 0.0169 0.0045
Si 5.4441 2.7271 10.88 0.014 -0.0085 0.0037
Si 2.7324 5.4764 10.8871 -0.005 0.0024 -0.001
Si 5.4483 8.1591 10.8829 0.0102 -0.0038 0.0003
Si 2.7309 10.8926 10.9034 -0.002 -0.0049 0.0038
Si 5.4479 13.602 10.8642 -0.0087 0.0078 -0.003
Si 8.175 0.0145 10.8483 -0.0019 -0.0058 0.0073
Si 10.8894 2.7411 10.8254 -0.0026 -0.0018 -0.0029
Si 8.1666 5.4524 10.8496 -0.001 0.0044 -0.0012
Si 10.8733 8.1647 10.8351 -0.0066 0.0058 0.002
Si 8.1499 10.865 10.8502 -0.0093 0.0164 -0.0075
Si 10.8878 13.5908 10.8474 0.007 -0.0096 -0.0011
Si 13.6013 0.0013 10.8409 0.0127 -0.0144 0.0038
Si 16.3165 2.7146 10.8441 0.0086 -0.0168 0.0014
Si 13.5832 5.4364 10.828 0.0041 0.0095 0.0002
Si 16.2781 8.1382 10.8501 -0.0007 0.0081 0.0077
Si 13.5861 10.8785 10.8263 -0.0003 -0.002 0.0038
Si 16.2972 13.6003 10.8459 -0.0016 0.0071 0.0009
Si 19.0182 -0.0058 10.8678 -0.0013 0.0003 0.0049
Si 21.7442 2.7002 10.8994 -0.0056 -0.0015 -0.0034
Si 19.0284 5.4292 10.8769 -0.0107 -0.0043 -0.0002
Si 21.7518 8.1473 10.9131 0.0044 -0.0077 0.0066
Si 19.0166 10.8703 10.8748 -0.0054 0.003 -0.0042
Si 21.7565 13.5922 10.9008 -0.009 0.003 0.0031
Si 24.4919 -0.0286 10.9134 0.0059 -0.0187 0.0018
Si 27.207 2.702 10.9415 0.0002 0.0098 0.0053
Si 24.4795 5.4349 10.9198 -0.003 0.005 -0.0041
Si 27.2167 8.1737 10.9179 -0.0001 -0.0036 0.0002
Si 24.4892 10.8756 10.9074 0.0009 -0.0074 0.0038
Si 27.219 13.5858 10.8981 0.0078 -0.0225 -0.0031
Si 31.2865 -1.3606 12.2734 -0.0007 -0.0072 -0.0022
Si 1.366 1.3649 12.2579 0.0027 -0.0027 0.0007
Si 31.2958 4.0823 12.278 -0.0004 0.0065 -0.0004
Si 1.3627 6.8156 12.2558 0.0053 -0.0038 -0.0022
Si 31.2862 9.528 12.2579 -0.0035 -0.0015 0
Si 1.3654 12.2421 12.2654 0.0031 0.0029 0.0027
Si 4.0845 -1.3636 12.2353 -0.0065 -0.0121 -0.0022
Si 6.807 1.3598 12.2226 -0.0019 -0.0026 0.0003
Si 4.0815 4.0922 12.236 0.0094 0.0053 -0.0043
Si 6.8032 6.7932 12.2299 -0.0159 -0.0057 0.0014
Si 4.0879 9.5223 12.2455 0.0054 0.0016 0.0003
Si 6.8012 12.2364 12.2182 0.0005 -0.0091 -0.0013
Si 9.5245 -1.3601 12.202 0.0041 -0.0008 -0.0018
Si 12.2386 1.369 12.1911 0.0038 0.0037 -0.004
Si 9.5241 4.0849 12.2024 0.0028 -0.0022 -0.0068
Si 12.2306 6.7995 12.1957 0.0029 0.001 -0.0021
Si 9.5123 9.5122 12.2097 -0.0077 -0.0084 -0.0005
Si 12.2366 12.229 12.2071 0.0038 0.0068 -0.0007
Si 14.9501 -1.3595 12.2105 0.0038 -0.0018 0.0057
Si 17.6694 1.3609 12.2222 0.0013 0.0005 0.0008
Si 14.9496 4.0785 12.1943 -0.0066 0.0027 -0.0038
Si 17.659 6.794 12.2181 -0.0002 0.0008 0.0016
Si 14.937 9.5165 12.2032 0.0036 -0.0049 -0.0005
Si 17.6624 12.2429 12.2178 0.0022 0.0032 -0.0011
Si 20.3899 -1.3594 12.2357 0.0001 0.0021 0.0037
Si 23.1217 1.345 12.2517 -0.0002 0.0021 0.0007
Si 20.3905 4.0734 12.2448 -0.0015 0.0072 -0.0019
Si 23.1213 6.7974 12.2718 -0.0047 0.0041 0.0012
Si 20.3835 9.5171 12.246 0.0013 -0.0058 -0.0012
Si 23.122 12.2331 12.2611 0.0014 0.0042 0.0004
Si 25.8564 -1.3815 12.2691 -0.0035 0.0183 0.0037
Si 28.5684 1.3498 12.2949 -0.0103 -0.0073 0.0062
Si 25.8421 4.0763 12.277 -0.0034 -0.0122 0.0022
Si 28.5715 6.8061 12.2725 -0.001 -0.0085 0.0034
Si 25.8521 9.5278 12.2742 0.0048 0.0077 0.005
Si 28.575 12.2402 12.2673 0.0046 0.0075 0.0065
Si 0.0033 0.0102 13.6247 -0.0087 0.0141 -0.0002
Si 2.7231 2.7337 13.6066 0.0022 0.001 -0.0009
Si 0.0088 5.4533 13.6256 0.0022 -0.0119 0.0018
Si 2.7203 8.1718 13.6108 0.0006 0.0002 0.0022
Si 0.0023 10.8835 13.6216 0.0033 0.0041 -0.0021
Si 2.7233 13.6102 13.6117 0.0027 0.0116 0.0049
Si 5.4418 0.0051 13.5869 0.0066 0.003 -0.0013
Si 8.1627 2.7274 13.5718 0.0004 -0.0001 0.0019
Si 5.4385 5.4437 13.5966 0.0085 -0.0032 0.0057
Si 8.1554 8.1611 13.5817 0.0018 -0.0023 -0.0029
Si 5.4399 10.891 13.5942 -0.0086 0.0019 0.0023
Si 8.1596 13.6052 13.5682 -0.0039 0.009 -0.0005
Si 10.8806 0.006 13.5558 0.0016 0.0017 -0.0018
Si 13.598 2.7182 13.5603 0.0066 -0.0057 0.0028
Si 10.8774 5.4421 13.566 0.0012 0.0043 0.0022
Si 13.5849 8.1551 13.5667 -0.0083 0.0078 0.001
Si 10.8701 10.8755 13.5674 -0.0062 0.0086 -0.0071
Si 13.5931 13.5938 13.5637 0.0024 -0.0052 -0.0002
Si 16.3152 -0.0078 13.5729 0.0025 -0.0066 0.0002
Si 19.0325 2.7094 13.5926 -0.0007 -0.0054 0.002
Si 16.3066 5.4279 13.573 0.0051 -0.002 0.0014
Si 19.0248 8.1464 13.5894 0.0006 0.0089 0.0034
Si 16.3068 10.8695 13.567 0.0002 -0.0091 -0.0004
Si 19.0344 13.5896 13.5849 0.0008 -0.0067 0.0033
Si 21.7598 -0.0137 13.6046 -0.0058 -0.0073 -0.002
Si 24.4791 2.7075 13.6183 -0.0066 0.0064 0.0036
Si 21.7558 5.4283 13.6086 0.0082 -0.0058 0.0011
Si 24.4891 8.1613 13.624 0.0033 -0.0086 -0.0018
Si 21.7582 10.8677 13.6092 -0.0029 -0.0008 -0.0012
Si 24.4884 13.5866 13.6272 0.0005 -0.0112 0.0011
Si 27.2038 -0.0135 13.6383 0.0009 0.0043 0.0036
Si 29.9303 2.7245 13.6384 -0.0041 -0.0033 0.003
Si 27.2091 5.4431 13.627 -0.0028 0.0028 0.0014
Si 29.9295 8.1702 13.6274 0.0001 -0.001 -0.002
Si 27.2127 10.8869 13.6325 0.0027 -0.0062 -0.0019
Si 29.9258 13.6024 13.6328 -0.0059 0.0029 0.002
Si 31.2864 1.3642 14.9976 0.0029 -0.0035 0.0012
Si 1.3606 4.0861 14.9791 0.0041 0.0033 0.0024
Si 31.2848 6.809 14.9891 0.0035 -0.0006 0.0034
Si 1.3579 9.5237 14.978 -0.0008 0.0027 -0.002
Si 31.2858 12.2419 14.9863 -0.0014 -0.0014 -0.0009
Si 1.3642 -1.3519 14.9782 0.0045 -0.0053 -0.0036
Si 4.0811 1.3639 14.9546 0.0093 -0.0029 -0.0007
Si 6.7964 4.0759 14.9428 -0.0003 -0.004 0.0017
Si 4.0713 6.7993 14.9597 0.0019 0.0008 -0.0019
Si 6.7916 9.5211 14.9432 0.0002 0.0035 -0.003
Si 4.0775 12.2436 14.9641 0.0007 -0.0081 0.002
Si 6.7991 -1.3596 14.9394 -0.0019 -0.0087 0.0008
Si 9.5192 1.359 14.9238 0.0004 -0.0032 -0.0039
Si 12.2372 4.0766 14.9219 -0.0093 0.0034 -0.0029
Si 9.5135 6.7958 14.9314 -0.0063 -0.0019 -0.0032
Si 12.2269 9.5141 14.9275 -0.0027 -0.0068 -0.0027
Si 9.5127 12.2408 14.9258 0.0033 -0.0057 0.001
Si 12.2354 -1.3591 14.9157 0.0041 -0.003 -0.0013
Si 14.9574 1.3567 14.9227 -0.0018 -0.0038 0.0016
Si 17.6724 4.0728 14.9413 -0.004 -0.0003 0.0012
Si 14.9481 6.7922 14.9276 -0.0012 0.0039 -0.0073
Si 17.668 9.5137 14.9386 0.0031 0.0017 -0.0034
Si 14.9504 12.2322 14.9229 0.0064 0.0042 -0.0055
Si 17.6765 -1.3671 14.9352 0.0035 0.0066 0.0009
Si 20.3992 1.3508 14.9516 0.0052 0.0086 0.0035
Si 23.1207 4.0726 14.9683 -0.0062 0.0024 0.0038
Si 20.3957 6.7932 14.9554 -0.0016 -0.0016 -0.0041
Si 23.1256 9.5179 14.9798 0.0011 -0.0029 -0.0015
Si 20.3982 12.2348 14.956 0.0064 0.0013 0.002
Si 23.1253 -1.3648 14.9745 -0.0058 0.0093 0.0004
Si 25.8442 1.3575 14.9851 -0.0014 -0.0047 -0.0007
Si 28.5678 4.0892 14.993 -0.0019 -0.0022 0.0034
Si 25.8524 6.8057 14.9849 -0.0027 0.0003 0.0039
Si 28.572 9.5286 14.9906 -0.0057 0.0014 0.0027
Si 25.8508 12.2382 14.9988 0.0051 0.0031 0.0044
Si 28.5679 -1.3624 15.0002 -0.0035 0.0059 0.0022
Si 29.9248 0.0041 16.3586 -0.0102 -0.0051 0.0072
Si 0.0013 2.734 16.3519 -0.0028 -0.0016 0.0003
Si 29.9228 5.4549 16.3566 -0.0075 -0.0023 0.0016
Si -0.0003 8.1711 16.3495 0.0042 0.0034 0.0017
Si 29.9301 10.8869 16.3545 0.0049 -0.0001 -0.0034
Si 0.0024 13.6077 16.3395 0.0013 0.001 -0.0004
Si 2.7206 0.0158 16.3302 0.0037 0.0116 0.0006
Si 5.4343 2.725 16.3131 0.0044 -0.0012 0.0029
Si 2.7106 5.4514 16.3365 0.002 -0.0055 0.0029
Si 5.4236 8.1685 16.3066 -0.0015 -0.0036 -0.0015
Si 2.711 10.8897 16.3298 -0.0043 -0.001 0.0005
Si 5.4369 13.6108 16.3107 0.0059 0.0094 -0.0024
Si 8.1577 0.0066 16.2923 0.0053 0.0118 0.002
Si 10.8779 2.7159 16.2818 0.0043 0.0024 -0.0001
Si 8.1509 5.4408 16.2936 0.002 0.0073 0.0003
Si 10.8698 8.1549 16.2881 -0.0072 0.0005 -0.0038
Si 8.1497 10.8865 16.291 -0.0113 -0.0017 -0.0008
Si 10.8725 13.6066 16.2756 -0.0036 0.0062 -0.0016
Si 13.6002 -0.0066 16.2755 0.0057 0.0039 0.0026
Si 16.3202 2.7017 16.2933 0.0045 0.0013 0.0037
Si 13.5959 5.4271 16.2894 0.0003 0.0037 0.0005
Si 16.3103 8.1465 16.291 0.0033 -0.0016 -0.0004
Si 13.5884 10.877 16.281 0.0014 0.0007 -0.0053
Si 16.3141 13.587 16.2813 -0.0029 -0.0162 -0.0067
Si 19.0411 -0.0167 16.3008 0.0004 -0.0125 -0.0027
Si 21.7624 2.7044 16.3156 -0.0013 -0.0067 0.0013
Si 19.0398 5.4249 16.3053 0.0109 0.0057 -0.0013
Si 21.7645 8.1443 16.3228 0.002 0.0045 -0.0008
Si 19.0355 10.8666 16.3034 -0.0008 -0.004 0.0044
Si 21.7645 13.5879 16.325 -0.0015 -0.0098 -0.0009
Si 24.4874 -0.0042 16.341 0 0.003 -0.0007
Si 27.2056 2.7235 16.3451 -0.01 -0.0047 -0.0013
Si 24.4873 5.4341 16.3243 0.002 -0.0032 -0.0063
Si 27.2118 8.1699 16.3491 0.0135 -0.0001 -0.0015
Si 24.4891 10.872 16.3521 -0.0066 -0.0029 0.0023
Si 27.2116 13.6 16.3635 -0.0001 -0.0013 0.0023
Si 31.287 -1.3609 17.7121 0.007 -0.005 -0.0013
Si 1.362 1.3701 17.7047 0.0048 -0.0016 0.0083
Si 31.2818 4.0966 17.7183 0.0071 -0.0092 0.0052
Si 1.3537 6.8121 17.7103 -0.0035 -0.0013 0
Si 31.284 9.5288 17.7202 -0.0052 0.0005 0.0041
Si 1.3511 12.2427 17.7006 0.0063 0.0048 0.001
Si 4.0772 -1.3536 17.68 0.0045 -0.0152 0.0011
Si 6.7955 1.3604 17.6623 -0.0022 -0.0038 0.0041
Si 4.067 4.0792 17.68 0.0075 0.001 -0.0017
Si 6.7805 6.7997 17.6486 -0.0022 0.0059 -0.0085
Si 4.0612 9.5189 17.6797 -0.0012 0.0061 -0.0019
Si 6.792 12.2435 17.6603 0.0018 -0.0071 0.0012
Si 9.5186 -1.3569 17.6442 -0.0037 -0.0092 0.0007
Si 12.2417 1.3503 17.6326 0.0005 -0.002 -0.0034
Si 9.5103 4.0716 17.6395 -0.0034 -0.0019 -0.0075
Si 12.2275 6.7875 17.64 -0.0018 0.0087 -0.0046
Si 9.5064 9.5201 17.6388 0.0032 -0.0024 0.001
Si 12.2323 12.2498 17.631 -0.0062 -0.0017 -0.0015
Si 14.9613 -1.3678 17.6336 0.013 -0.0137 -0.0054
Si 17.6824 1.339 17.6562 0.0066 0.0029 0.0042
Si 14.9568 4.0569 17.6456 -0.0028 -0.0002 -0.0041
Si 17.6738 6.7835 17.6518 -0.0032 0.0056 -0.0023
Si 14.9477 9.5139 17.6368 -0.0059 -0.0028 -0.0045
Si 17.6706 12.233 17.6485 0.0027 0.0109 -0.0007
Si 20.3994 -1.3691 17.6715 0.0042 0.0099 0.001
Si 23.1273 1.362 17.6894 -0.0072 0.003 0.006
Si 20.4011 4.0595 17.6666 -0.002 0.0093 0.0002
Si 23.1317 6.7856 17.6866 0.0093 -0.013 0.0008
Si 20.3984 9.5062 17.6676 0.0116 -0.007 0.0012
Si 23.1281 12.2402 17.7012 -0.0009 0.003 0.005
Si 25.8522 -1.3503 17.7143 -0.005 0.0047 0.0079
Si 28.5666 1.3742 17.7147 -0.0047 0.0137 0.005
Si 25.8446 4.0892 17.6985 -0.0079 0.0115 -0.0028
Si 28.5705 6.824 17.7217 -0.0083 0.0025 0.004
Si 25.8562 9.5193 17.7212 0.007 -0.0075 0.009
Si 28.5789 12.2437 17.7237 0.0006 -0.0024 0.0018
Si 0.003 0.0059 19.0646 -0.0087 -0.0122 0.0044
Si 2.7105 2.7382 19.0678 0.0004 0.0063 0.0055
Si -0.0118 5.468 19.0837 -0.0008 0.0016 0.0028
Si 2.706 8.1771 19.0715 -0.0019 0.0001 0.0027
Si -0.0002 10.8883 19.0837 0.0039 0.0009 0.001
Si 2.7121 -2.7103 19.0433 0.0103 0.0023 0.0033
Si 5.4371 0.0078 19.0335 0.0022 0.0047 0.0063
Si 8.1495 2.7297 19.0138 0.011 0.0037 0.0042
Si 5.4186 5.4535 19.0206 -0.0035 -0.0062 -0.0051
Si 8.1412 8.1593 18.992 -0.0132 -0.0017 0.0019
Si 5.4204 10.8881 19.0165 0.0026 0.0061 -0.0052
Si 8.1548 -2.7091 19.0064 0.0034 0.0055 -0.0006
Si 10.8849 0.0012 18.997 0.0113 0.0096 -0.0016
Si 13.6084 2.6842 19.0036 0.0006 0.0094 0.0069
Si 10.8742 5.4175 18.9952 -0.0018 0.0051 0.009
Si 13.5861 8.1532 18.9875 0.0008 0.0011 0.0016
Si 10.863 10.8956 18.9786 -0.0034 -0.0038 -0.0047
Si 13.5927 -2.7108 18.9898 0.0025 0.0004 -0.0044
Si 16.3279 -0.0327 19.0076 -0.0138 0.002 -0.0035
Si 19.0492 2.6876 19.0199 0.0106 -0.004 -0.0004
Si 16.3265 5.403 19.0013 0.0051 0.0048 0.0062
Si 19.035 8.1372 19.0152 0.0067 0.0033 -0.0003
Si 16.3039 10.8738 18.9969 0.002 -0.0069 -0.0022
Si 19.0252 -2.7292 19.0166 -0.0109 -0.0148 -0.0057
Si 21.7701 -0.0141 19.03 -0.0078 0.0046 -0.0053
Si 24.485 2.7287 19.056 0.0093 0.0085 -0.005
Si 21.7762 5.4027 19.0276 0.0054 -0.0017 -0.0083
Si 24.4954 8.1357 19.0614 -0.0127 -0.0101 0.0011
Si 21.7544 10.8665 19.0352 0.0016 -0.0044 -0.0049
Si 24.4965 -2.7188 19.0686 -0.0036 -0.0033 0.0035
Si 27.2123 0.0161 19.0803 -0.0021 -0.0047 0.005
Si 29.9204 2.7399 19.0829 -0.0191 -0.0054 0.009
Si 27.196 5.4614 19.061 -0.0034 -0.0113 -0.0083
Si 29.9278 8.1823 19.0996 0.0133 0.0038 -0.0036
Si 27.223 10.8847 19.0856 0.0168 0.0022 0.0021
Si 29.9453 -2.7233 19.0916 0.0013 -0.0039 -0.0031
O 4.5366 12.8489 0.1891 -0.0883 -0.2285 -0.0428
O 11.2113 12.1718 1.2238 -0.0904 0.0062 -0.3353
O 18.5262 2.1166 1.5111 0.0103 0.4312 -0.1003
O 15.15 -5.8166 38.4011 -0.1484 -0.1842 -0.2175
O 21.7609 5.1648 1.5219 0.1179 0.372 -0.1796
O 27.8824 7.3426 0.3963 -0.136 0.28 0.1787
O 24.1751 8.2105 1.5629 -0.0178 -0.1822 -0.5984
O 26.3652 9.644 2.0649 0.0037 -0.5033 0.0415
O 1.5533 6.6905 27.7528 0.1693 -0.1321 0.2906
O -0.1699 8.4189 28.6955 0.245 -0.025 0.3055
O 30.4978 10.1624 28.6729 0.2146 0.3275 0.3466
O -1.6749 4.85 32.776 0.0893 0.3969 -0.1189
O 5.5645 8.3012 28.7154 -0.294 0.2562 0.0266
O 3.3503 10.1361 28.6685 0.1397 -0.3653 0.0831
O 7.003 6.7111 27.4595 -0.0363 0.0607 0.5296
O 8.8097 5.0806 28.3654 -0.0648 0.2409 0.3499
O 15.4579 -2.2147 28.5449 -0.0212 -0.1912 0.0255
O 23.1615 1.6615 27.9213 0.2621 -0.5845 -0.3221
O 20.9902 3.0796 28.2612 -0.4295 -0.161 0.1581
O 21.3548 -2.5622 28.3601 0.1765 -0.2386 0.1551
O 24.3653 0.407 29.9391 -0.1844 -0.004 0.3755
O 27.7878 7.3878 28.0729 -0.3785 -0.2503 0.1662
O 26.0388 9.3315 28.2537 -0.4862 0.1388 -0.1082
O 24.2495 -4.6707 28.5336 0.4848 0.2074 -0.1191
O 24.4358 9.9275 30.384 -0.3846 -0.4237 0.3951
O 4.9296 4.6594 32.1947 0.4155 0.1749 0.2745
O 3.3495 -2.9241 32.2448 -0.0756 0.0435 -0.1375
O -0.7302 -0.8471 29.8505 -0.0843 0.0488 0.316
O 1.0636 1.1081 29.9456 -0.1408 0.3178 0.4228
O 26.7843 -0.5085 30.0086 0.3751 0.0253 -0.386
O 5.9411 1.1934 37.6537 0.2228 -0.3059 -0.032
O -1.1998 9.0147 30.9889 0.1214 -0.1389 0.2742
O 2.7516 10.293 31.2779 -0.1456 -0.04 -0.1758
O 17.8692 12.3907 0.0964 -0.2443 0.4669 -0.5231
O 4.8134 4.6226 29.5292 0.3957 -0.1857 0.0438
O 1.7914 -3.6445 30.1918 -0.1206 -0.6 0.0918
O 11.5347 10.0509 34.7163 -0.0392 -0.5405 -0.5276
O 19.7846 8.0871 33.2702 0.2739 0.1443 0.2856
O 9.2779 2.8489 34.2252 0.2619 0.3086 0.2734
O 6.6856 8.1612 36.3332 0.2418 -0.2613 -0.1903
O 15.7755 10.7035 30.6034 0.1472 0.4969 -0.096
O 15.1895 -1.7349 37.4166 0.1639 -0.0335 0.0374
O 7.2378 -5.1306 31.3514 0.2686 0.11 -0.0273
O 20.3362 -4.5107 30.903 0.1419 0.0027 0.5225
O 24.7261 3.1082 29.5177 -0.0185 -0.0213 0.5135
O 19.6875 4.0187 30.213 0.05 0.344 0.401
O 19.6731 4.4525 0.1078 -0.224 -0.0984 -0.3446
O 26.4177 7.8304 33.0743 0.2055 0.3226 -0.5453
O 26.024 7.6705 30.2321 -0.216 -0.0157 0.1561
O 2.5823 5.3317 0.8557 -0.2195 -0.1204 -0.3808
O 30.0393 7.6447 29.3874 0.0601 0.0113 0.1275
O 28.0507 -3.8665 29.763 0.1413 0.0217 0.1012
O 24.3412 9.0016 37.2296 0.5611 0.3798 0.1414
O 10.0817 0.3651 30.37 -0.1651 0.3156 -0.1874
O 6.3065 -1.6797 36.1577 0.1102 -0.1533 0.0435
O 13.4664 -4.8035 31.6929 -0.0234 0.554 0.1612
O 23.3112 8.3678 34.9141 -0.5643 0.0037 0.1284
O 0.1063 9.6086 35.7986 -0.2416 0.5025 0.0918
O 5.84 1.233 0.4575 0.1316 -0.0366 -0.5149
O 22.7883 3.7785 35.9745 0.0353 0.2472 -0.2019
O 7.4965 -4.2083 34.41 0.0157 0.2015 -0.2184
O 16.8842 6.808 35.2592 0.3889 0.2325 0.4154
O 11.7666 14.7939 0.333 -0.3947 0.1441 0.2096
O -0.391 1.6878 36.6252 0.31 -0.2182 0.1563
O 28.5965 -0.8537 34.8022 -0.289 -0.1426 0.2452
O 14.536 4.4248 29.8408 -0.3953 -0.151 0.2846
O 12.9548 7.993 38.5726 0.2334 0.1256 -0.4286
O 27.2314 1.1344 37.0673 0.3053 -0.3083 -0.1605
O -1.9322 0.5269 33.9863 -0.1836 0.3536 0.0954
O 22.4637 -3.0996 35.2955 -0.2403 0.1429 -0.4852
O 6.6553 8.6181 31.1829 0.3603 -0.3858 0.0293
O 21.516 2.678 0.4905 -0.1742 -0.144 0.0844
O 2.8363 2.8221 28.9576 -0.2566 -0.0514 0.2307
O 16.1537 9.2764 34.6642 -0.4035 0.1001 -0.0216
O 0.7034 7.1186 0.1121 -0.4845 0.2664 -0.1508
O 22.7817 -1.6123 37.4442 -0.3238 0.2728 0.4864
O 0.9906 8.6327 38.0616 -0.3849 0.3467 -0.1239
O 12.3078 7.1913 0.0448 0.1455 0.4197 -0.1135
O 24.3256 10.8866 1.0656 0.0389 0.031 -0.3777
O 4.9593 -4.3905 33.876 -0.3129 -0.1724 0.0208
O 7.1157 2.0816 32.8892 0.1562 -0.0109 -0.0369
O -1.5371 9.1572 33.7413 -0.4712 0.1865 0.2183
O 16.3924 8.185 1.0012 -0.0308 -0.1809 -0.1381
O 29.6932 10.558 32.0533 0.0786 0.0434 -0.7515
O 7.2716 4.4584 34.0637 0.2334 0.4893 -0.2341
O 12.8603 3.3383 36.0522 -0.5047 0.1131 0.2108
O 29.6755 2.0133 36.8025 0.1861 0.308 -0.3704
O 19.4259 7.8919 37.0502 -0.3554 -0.2922 -0.6737
O 29.1274 -5.3314 37.9893 -0.0527 -0.1367 -0.4658
O 2.6315 3.9752 33.2221 -0.1012 -0.1204 0.6316
O 21.2791 8.525 0.2533 0.4385 -0.1577 0.1657
O 8.1014 2.5911 28.9529 0.1596 -0.1967 0.2413
O 13.1311 5.7052 37.1289 0.3306 0.2355 -0.525
O 24.6895 -3.2506 36.6833 0.4522 -0.3538 0.0856
O 28.1204 5.9839 30.1586 0.216 -0.2967 0.3196
O 22.4997 2.0059 30.4573 -0.181 0.4149 0.2799
O 6.0091 1.0927 29.6041 -0.4515 0.4052 0.3271
O 31.4315 3.5911 0.0671 -0.2761 0.1097 -0.219
O 1.9083 13.0244 0.5808 0.0945 -0.3178 0.0835
O 1.7602 -1.1913 30.9093 0.3548 0.2681 0.0819
O 1.1608 6.0878 32.7291 -0.4596 0.1003 -0.1124
O 24.6711 -3.6791 34.026 0.1014 -0.584 -0.3289
O -1.1543 3.692 35.0832 -0.0533 0.0962 0.128
O 29.8463 5.5218 0.9854 0.0848 0.092 -0.3454
O 10.0526 -4.1775 35.0143 -0.018 -0.2166 0.435
O 6.911 -2.3531 38.6468 -0.381 0.2278 -0.0297
O 28.1396 -0.2539 32.2655 0.4227 -0.3667 -0.0178
O 10.8561 2.4543 31.6626 -0.0786 0.0413 0.6231
O 0.029 7.2663 34.6756 0.0751 -0.6993 0.306
O 18.192 10.1028 32.3675 0.3124 -0.0894 -0.0351
O 8.4608 9.9964 37.0562 -0.0044 0.2896 -0.6467
O 11.9679 7.8862 36.189 -0.0842 -0.2902 -0.7484
O 1.7897 -5.1578 33.6045 0.1112 0.105 0.2357
O 11.6401 -4.2451 29.9842 -0.07 0.6807 0.2196
O 14.8056 7.1895 33.6638 -0.2247 -0.4127 0.422
O 20.532 0.9304 36.9963 0.4777 -0.2844 0.5504
O 17.7881 -4.8969 34.5257 0.7074 0.4097 0.3663
O 19.2581 10.2435 0.6502 -0.0344 0.2205 0.2745
O 15.6239 4.5756 34.7311 -0.3603 0.1688 0.1855
O 2.6772 8.8814 36.0492 0.1362 0.0169 0.4183
O 24.9954 4.4014 37.3468 0.1217 -0.0167 -0.0713
O 26.4939 -1.9054 33.5627 0.2105 -0.5179 0.3153
O 20.5564 -1.5291 36.112 -0.4889 -0.2271 -0.0788
O 12.4556 3.6227 38.6499 -0.8215 -0.0684 -0.0765
O 24.1467 1.4321 33.4315 -0.1808 0.2477 -0.2317
O -1.947 8.0272 36.1967 -0.0895 0.2614 0.0563
O 12.6523 -1.6814 38.325 -0.4464 0.1449 -0.4535
O 26.5206 0.5859 34.1946 0.1715 0.2159 0.5363
O 3.1793 0.8756 0.9988 0.0461 -0.5522 0.2438
O 5.908 -2.9471 31.8839 0.1472 0.5577 0.0021
O 11.2595 -1.6762 34.045 -0.1318 0.2051 -0.0213
O 13.2702 -1.7312 35.7222 0.2301 0.4647 -0.029
O 26.8955 10.3028 30.6033 0.53 -0.2871 -0.0289
O 30.4549 -3.5781 36.5772 0.2419 0.1139 0.0361
O 6.8854 3.2017 36.3333 0.4001 0.0918 -0.1656
O 30.2903 5.9011 37.8792 0.1214 -0.6179 -0.1539
O 4.8143 4.037 34.7819 -0.2159 0.0649 0.4156
O 24.2 6.6622 38.4184 -0.1373 -0.4012 0.0864
O 20.0713 1.4279 31.0701 -0.1563 -0.1967 0.3098
O 3.3066 4.7978 37.1976 -0.0643 -0.113 -0.5026
O 12.2418 6.7222 29.7059 0.2405 -0.4083 0.1385
O 23.5044 7.983 32.3077 0.6522 0.0558 -0.2229
O -1.6549 4.0789 30.1856 -0.2856 0.2918 0.0562
O 4.876 -1.2439 29.8177 -0.1828 0.0596 0.1678
O 17.1874 7.7311 32.8324 -0.041 -0.4972 -0.4496
O 21.2215 -3.7439 37.475 0.0195 -0.255 -0.3825
O 17.8384 2.138 30.0807 -0.4967 0.1357 0.1098
O 23.1791 2.7321 38.287 -0.465 -0.4152 0.1114
O 24.7791 1.8796 36.5701 -0.1455 -0.0538 -0.3765
O 1.7508 3.1939 38.603 -0.6568 0.1667 -0.2725
O 19.322 0.2525 34.7922 -0.0779 -0.0694 -0.6505
O 23.9428 -1.1721 33.5499 0.0721 -0.0347 0.2469
O 4.8412 -4.7476 30.2881 -0.2402 0.2602 -0.0717
O 13.599 -1.871 32.9954 0.3372 -0.3162 -0.0912
O 18.0704 -3.7116 31.9307 -0.4489 0.5221 0.4301
O 0.3452 1.8529 34.087 0.6015 -0.0912 -0.0088
O 17.4146 -0.5194 36.5896 0.3621 -0.4729 -0.0228
O 18.1981 4.5421 34.621 0.0702 -0.3329 0.136
O 21.8979 6.5228 33.8239 -0.1177 -0.3316 0.593
O 8.369 -0.564 37.3425 0.0068 -0.0894 0.1461
O 3.5352 2.1839 36.9531 0.1947 0.1378 -0.5291
O 29.9797 5.7502 35.187 -0.2948 0.0367 -0.2241
O 14.8817 3.8006 37.6597 0.0609 -0.5903 -0.2454
O 28.2192 3.1586 38.5676 -0.166 -0.0412 -0.1356
O 13.5809 3.6751 33.4778 -0.2816 0.4063 -0.1593
O 12.4115 1.554 29.8066 0.4598 0.2057 0.3506
O 29.5282 -4.3278 34.2591 -0.3036 -0.0829 0.3461
O 14.3227 9.2073 32.2129 -0.4167 -0.1468 0.1106
O 26.2872 1.4747 31.7414 -0.3278 0.3473 -0.3033
O 12.2979 0.153 31.9307 -0.1759 -0.2152 0.5706
O 12.6352 -3.8816 34.48 0.4996 -0.2168 0.0652
O -1.7866 -2.0539 34.4517 0.5924 -0.0735 -0.4942
O 27.4828 8.8811 37.5672 -0.5131 0.3072 -0.2221
O 13.4808 10.0312 36.451 0.2107 -0.3455 -0.3308
O 10.2111 7.4209 31.2227 -0.5361 -0.3544 0.0965
O 9.6485 -1.6736 31.8829 -0.0515 -0.2878 0.0019
O 29.9248 -2.4078 28.8583 -0.1343 -0.1843 0.3886
O 21.2964 6.9888 31.3638 -0.0339 -0.1865 -0.5131
O 11.7182 1.8699 34.3051 0.215 -0.2579 -0.4821
O 25.639 9.5454 34.981 -0.0374 0.5831 -0.1534
O 27.6997 -4.1033 32.3013 -0.1539 0.5042 0.2511
O -0.4484 -4.1817 34.664 0.1891 -0.0809 0.5059
O 9.917 1.1861 36.1215 0.1254 0.0269 0.1066
O 26.2601 3.107 33.7969 -0.3133 0.3028 -0.0757
O 8.7348 3.9833 31.9243 -0.3501 0.1952 -0.0291
O 16.7258 5.7864 29.6163 -0.1002 -0.4126 0.2819
O 16.2049 0.211 29.3161 0.0671 0.0862 0.0303
O 28.5279 1.4177 30.1883 0.0459 0.2508 0.3218
O 13.6479 -3.8461 37.3778 -0.4682 0.0668 0.0153
O 8.4058 -3.105 36.6623 0.053 -0.4417 0.543
O 4.1572 -0.2879 36.4341 -0.5615 -0.1431 -0.1868
O 25.2536 -0.7349 37.2077 -0.0028 -0.0316 -0.5409
O 22.0775 0.1764 32.291 -0.2438 -0.4505 0.0957
O 14.118 -1.0478 30.4329 -0.0542 -0.5072 -0.0319
O 27.7797 10.0891 33.713 -0.0199 0.0668 0.0773
O 15.9171 2.6007 32.9809 0.2502 -0.1788 -0.3354
O 19.6912 5.5177 32.7482 -0.5101 0.0457 -0.6583
O 1.1942 8.7228 32.7535 -0.2426 0.2299 -0.5318
O 21.7043 9.5073 31.1253 -0.4051 0.0153 0.3466
O 4.6906 -1.7986 34.1464 -0.2619 0.2148 0.0743
O 29.0818 0.8203 0.4671 -0.2205 -0.024 -0.2488
O 20.651 3.7854 34.4732 0.3631 -0.2862 -0.3746
O 0.9502 2.1051 0.2896 0.0979 0.0723 -0.4029
O 1.3881 3.4433 35.9819 -0.176 0.4724 -0.2208
O -0.0492 0.1276 32.1653 -0.0189 -0.3708 0.2489
O 20.9675 5.7946 36.2974 -0.0898 0.0977 -0.3484
O 18.2926 6.6909 0.0406 -0.0605 0.4542 -0.2286
O 4.5675 7.2882 34.9705 -0.0295 -0.4151 -0.5863
O 10.87 6.4179 38.1755 -0.0358 -0.5135 -0.4588
O 14.8031 6.9829 30.9161 0.0803 0.5792 -0.264
O 16.7775 0.6446 34.4059 0.0489 -0.1531 -0.1532
O 15.8404 -4.8969 32.9313 -0.4617 0.4423 0.3012
O 28.9654 3.6831 33.9404 0.2162 -0.1822 -0.4363
O 22.0811 0.2989 34.8579 0.0017 0.3666 0.349
O 4.71 6.936 30.8442 -0.0453 0.0173 0.1122
O 6.6194 9.8493 33.5359 0.0018 -0.5379 0.1526
O 5.8821 0.466 34.5768 0.3838 0.1306 0.2577
O 0.7788 -2.9615 32.5854 -0.2777 0.4902 -0.0375
O 18.1993 1.9589 36.3841 -0.2315 0.3578 0.0104
O 27.0368 5.4706 34.2538 0.3561 0.1729 0.4163
O 6.3864 9.5285 38.5071 -0.4134 -0.0369 -0.2152
O 23.5379 -5.4216 35.6414 -0.3946 0.0602 0.1444
O 5.5387 0.0743 32.0028 -0.4384 -0.2663 0.3019
O 23.1368 7.5973 29.6832 0.4901 0.2552 0.1189
O 11.1545 5.0067 31.373 0.1186 -0.2167 0.0741
O 20.322 3.4927 37.0769 -0.0212 0.3098 0.4527
O 1.7669 -5.2679 37.2321 -0.024 0.4177 -0.4876
O 14.9567 0.2514 32.5025 0.4516 0.0201 -0.334
O 18.8341 8.091 30.8759 0.1277 -0.2327 0.0428
O 15.6705 -4.8656 36.0493 -0.1362 0.4497 -0.176
O 4.1295 3.2359 0.2133 0.2668 0.2186 -0.5171
O 22.5615 12.6051 0.1977 -0.6481 0.1302 -0.0089
O 18.8242 3.1106 32.5028 -0.5078 -0.3448 0.0745
O 11.0176 10.0366 37.3783 0.3953 0.2375 0.027
O 15.6908 4.9391 32.0834 0.3475 0.1463 0.2219
O 6.0627 -5.6785 36.0251 -0.387 0.3265 0.1061
O 2.7209 5.1872 30.8827 -0.3674 0.1686 -0.434
O 26.0582 5.5794 31.7972 0.0119 -0.3549 -0.1489
O 24.5436 6.2093 33.9304 -0.0201 -0.5719 0.3569
O 21.1821 10.5343 28.809 0.4191 0.2684 -0.5591
O 4.5253 7.131 37.5473 -0.2317 0.3285 0.1232
O 8.7174 -1.962 34.3179 -0.5622 0.2612 -0.0218
O 14.2825 1.5034 34.7329 -0.0151 -0.323 0.4374
O 17.1448 4.8915 36.9332 0.5785 0.2436 0.1189
O 21.9971 7.8367 37.5793 -0.198 0.33 -0.2296
O 27.7473 7.9962 35.1922 0.5053 -0.0848 -0.179
O 4.489 2.1517 33.0375 -0.3624 -0.2729 0.0189
O 11.008 -4.5658 32.6115 -0.4688 0.1577 0.0221
O -2.036 -0.3896 36.4585 -0.1023 -0.4538 0.2488
O 0.5264 3.8779 31.5793 0.1694 -0.3448 -0.2065
O 26.4649 6.5298 37.0272 -0.2087 -0.359 -0.3236
O -0.4261 -5.2221 32.2657 0.1398 0.3468 -0.3165
O 9.6954 0.3609 33.5901 -0.4647 0.2386 -0.3725
O 8.9337 9.4356 32.2569 0.1249 -0.0487 0.4826
O 7.5313 -0.7399 30.6166 -0.1036 -0.2683 -0.0798
O 21.4104 -0.405 29.8241 0.2233 0.1981 -0.2113
O 21.6139 5.5154 29.0155 0.0516 0.0979 0.5507
O 17.5937 9.7693 36.6984 -0.1765 0.1205 -0.142
O 19.4306 -2.1611 30.1463 -0.0938 0.4002 0.2961
O 12.5976 7.0731 32.2785 -0.1343 -0.0694 0.5876
O 9.3704 9.432 29.6865 -0.2467 -0.2165 0.2104
O 6.27 5.6736 36.2095 0.3784 -0.0298 0.3555
O 11.4696 9.7097 31.1899 0.5528 -0.5738 -0.0946
O 19.7965 -5.9082 37.7468 0.2571 -0.1401 -0.4194
O 3.6069 9.267 33.5839 0.3758 0.4292 -0.0634
O -1.4699 2.3182 32.1645 -0.3321 -0.345 -0.2642
O 27.5879 3.5583 36.0829 -0.3935 0.1696 0.1998

Results
total energy: -209518.302 eV
total energy less fixed offsets of O -438.35, Si -107.03 eV per atom: -4.932 eV
